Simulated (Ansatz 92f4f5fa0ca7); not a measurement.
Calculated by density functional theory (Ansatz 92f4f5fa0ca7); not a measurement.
Periodic cell of 184 atoms, Si120O64, from a study of silicon, its oxide and their interface. The atomic structure is a simulated model.

Settings: functional r2SCAN; potential files Ansatz norm-conserving; basis plane waves; wave-function cutoff 1300 eV; density cutoff ratio 4; exchange-correlation grid ratio 1; k mesh 2 x 2 x 1, shifted by 0.5 0.5 0.5 of a step; self-consistency stop 5e-08 eV per atom in the density residual; occupations Fermi-Dirac, 0.05 eV; spin none; net charge 0.

Cell vectors (angstrom)
a	10.888	0	0
b	0	10.888	0
c	0	0	27.0439

Atoms: element, x, y, z (angstrom)
Si	0.3786	-0.4601	0.0158
Si	2.9927	2.6042	0.0512
Si	-0.3266	5.8052	0.1157
Si	4.2622	9.7102	1.3863
Si	5.2916	0.4434	-0.0713
Si	8.1505	2.9092	0.2042
Si	5.6352	4.7263	-0.279
Si	8.9147	7.604	0.1274
Si	1.3649	1.3587	1.1951
Si	4.22	3.98	1.4453
Si	1.5091	6.7856	1.269
Si	2.8067	8.4439	0.1487
Si	6.8984	1.3543	1.4014
Si	9.5962	4.1767	1.4988
Si	7.0005	6.8877	1.289
Si	9.7207	9.3903	1.4158
Si	0.0806	2.7031	2.6753
Si	2.7615	0.0869	2.6949
Si	0.1657	8.0719	2.7898
Si	2.8335	5.4331	2.6617
Si	5.5416	2.6595	2.8327
Si	8.2645	-0.0806	2.6686
Si	5.5938	8.2366	2.6562
Si	8.1432	5.4469	2.8043
Si	1.4449	4.0736	4.0405
Si	4.0993	1.3596	4.1377
Si	1.4525	9.545	4.08
Si	4.1693	6.8479	4.0019
Si	6.8379	4.0753	4.1651
Si	9.5815	1.3441	4.0314
Si	6.893	9.5327	4.1007
Si	9.5723	6.7909	4.1128
Si	0.0345	-0.0076	5.4232
Si	2.7471	2.7375	5.465
Si	0.0394	5.4	5.433
Si	2.7946	8.1679	5.4181
Si	5.4664	-0.0239	5.4573
Si	8.2135	2.6866	5.4461
Si	5.4529	5.4703	5.4446
Si	8.2183	8.1657	5.4627
Si	1.3571	1.3713	6.8005
Si	4.0907	4.1059	6.808
Si	1.378	6.8212	6.7674
Si	4.1064	9.5028	6.8287
Si	6.8063	1.3658	6.8091
Si	9.5488	4.0591	6.81
Si	6.822	6.8185	6.8065
Si	9.5404	9.5484	6.8087
Si	-0.0232	2.697	8.1853
Si	2.7	-0.0115	8.1524
Si	-0.0192	8.1605	8.1574
Si	2.7185	5.4626	8.1355
Si	5.4329	2.7328	8.1811
Si	8.1438	-0.0047	8.1659
Si	5.4637	8.1597	8.1938
Si	8.1512	5.424	8.1572
Si	1.3399	4.1117	9.4697
Si	4.0599	1.3362	9.5203
Si	1.2863	9.559	9.5242
Si	4.0912	6.7752	9.5165
Si	6.7701	4.1116	9.5596
Si	9.4479	1.3653	9.5453
Si	6.7786	9.5582	9.5582
Si	9.4741	6.8049	9.5247
Si	-0.1302	0.0056	10.9295
Si	2.668	2.7286	10.7998
Si	-0.0439	5.4255	10.8445
Si	2.7011	8.1716	10.7676
Si	5.4158	0.0199	10.9528
Si	8.0762	2.7165	10.9224
Si	5.4069	5.4443	10.9756
Si	8.0849	8.1574	10.9075
Si	1.2314	1.4838	12.1643
Si	4.0164	3.9835	12.2344
Si	1.3523	6.8275	12.0982
Si	3.9949	9.4764	12.1974
Si	6.6999	1.437	12.3914
Si	9.479	4.0637	12.2191
Si	6.7043	6.8933	12.368
Si	9.3444	9.53	12.3193
Si	-0.1281	2.6988	13.6832
Si	2.6092	0.0711	13.3519
Si	0.0342	8.1874	13.4577
Si	2.6054	5.3669	13.4242
Si	5.1655	2.6474	13.8259
Si	7.8982	-0.0329	13.7827
Si	5.2055	8.1936	13.7845
Si	8.2143	5.5174	13.5579
Si	1.0969	4.3341	14.8875
Si	3.9507	0.9909	14.9956
Si	1.1517	9.8125	14.676
Si	3.9885	6.4431	14.9251
Si	6.0876	4.1192	15.3981
Si	9.6699	0.9856	14.9723
Si	5.8607	10.1517	15.0147
Si	9.8744	6.6253	14.7637
Si	3.6066	7.4644	24.5008
Si	-8.8601	29.2423	21.0182
Si	2.0069	26.4245	22.3092
Si	-4.1772	30.8767	17.8703
Si	16.49	5.3388	20.0234
Si	14.2521	4.5337	24.7929
Si	9.0839	21.147	19.4737
Si	7.6033	14.9612	17.9538
Si	-32.6903	29.6075	18.8888
Si	-7.6563	3.1897	20.1048
Si	8.5386	39.507	17.3546
Si	-2.0037	-24.9064	24.0442
Si	-4.1064	-11.6874	21.615
Si	-2.1048	-8.5749	24.4177
Si	-11.4691	-0.3137	24.0878
Si	2.0683	-8.3678	17.187
Si	17.0267	7.2544	22.4933
Si	-11.954	-9.007	17.8824
Si	-11.441	26.7733	24.1293
Si	-8.8412	20.5499	22.8267
Si	4.3755	7.9857	19.1878
Si	4.325	0.752	21.8195
Si	24.06	29.8927	16.8903
Si	28.0109	11.6752	24.0436
O	-0.5322	-12.5278	-7.5466
O	-6.4336	4.2305	-6.8328
O	10.9156	-16.2838	-11.693
O	-20.4573	8.705	-5.2896
O	0.9791	7.0402	-7.1707
O	2.7075	19.5269	-3.1643
O	-7.212	1.845	-6.1882
O	-3.7664	18.466	-9.5102
O	19.4111	7.9038	-1.4329
O	6.0121	-15.7827	-5.579
O	-5.958	18.1321	-3.4565
O	6.0579	17.1378	0.0834
O	0.5354	2.0998	-9.4327
O	9.5097	17.8869	-8.4111
O	-1.3298	9.1902	-3.4216
O	-7.8688	1.4679	16.3295
O	-12.0912	0.8124	19.0887
O	-3.921	-0.3725	23.1725
O	14.3743	8.0019	20.5355
O	-5.9918	-6.2653	25.3155
O	1.6303	9.4515	26.6249
O	2.5585	14.4216	25.7992
O	-1.7096	12.3177	16.4608
O	-6.7871	12.3916	26.5845
O	-12.5514	25.5859	23.9602
O	37.5461	1.2545	23.2706
O	13.7811	17.7536	16.0723
O	-13.4907	5.289	17.1588
O	-16.1843	9.0466	19.0332
O	-4.9385	21.9003	25.5037
O	15.9659	5.4013	15.5934
O	6.8672	-6.2707	19.2984
O	7.5414	-3.5702	23.2763
O	-2.682	10.2358	20.8448
O	11.6922	18.8064	17.5017
O	-0.0871	37.7692	25.683
O	4.9864	6.4934	19.06
O	6.1156	20.7329	16.5915
O	-0.0311	10.7765	15.2666
O	24.6097	-7.9916	18.5645
O	13.2035	17.0853	21.9576
O	18.34	4.5797	14.6681
O	3.1921	4.0396	23.2574
O	22.689	21.4896	23.4683
O	3.3544	-2.4578	18.0298
O	7.002	3.8737	26.5873
O	21.3146	10.6395	25.6942
O	-8.9195	14.6955	20.9267
O	-7.7003	10.5431	22.1265
O	-4.3901	3.5077	16.8755
O	-8.9979	3.8152	16.2208
O	9.2278	7.4364	16.0264
O	13.0301	9.3737	15.899
O	8.8391	13.9867	18.3412
O	-1.893	23.9964	26.0288
O	20.4736	1.0923	23.6908
O	-1.0151	-4.3857	23.7381
O	5.6216	11.0579	21.0237
O	-13.7243	-1.0261	18.3019
O	6.1734	19.4789	21.5865
O	14.744	18.8615	26.0209
O	-3.6818	-8.8093	24.1253
O	22.4059	-6.3331	23.1308
O	2.7999	27.8405	24.7492

Results
free energy: -43864.258 eV
free energy less fixed offsets of O -463.61, Si -117.95 eV per atom: -39.218 eV
pressure: -0.25 GPa
stress xx, yy, zz, yz, xz, xy (GPa, positive in tension): 0.94, -0.16, -0.03, 0.13, -1.5, -0.67

Forces (eV/angstrom), in the order of the atoms: element, x, y, z
Si	0.0493	0.0125	0.1257
Si	0.0213	-0.0241	0.0687
Si	0.0038	0.0416	0.0921
Si	-0.0017	0.0105	0.0135
Si	-0.0385	-0.0134	0.1066
Si	-0.0121	0.0177	0.1141
Si	0.0266	0.0374	0.1151
Si	-0.0041	-0.0441	0.1312
Si	-0.0003	-0.0086	0.0281
Si	0.0453	0.0151	0.0159
Si	-0.0468	-0.0302	0.005
Si	-0.007	0.0417	0.0977
Si	0.0201	-0.0124	-0.0085
Si	-0.0099	0.0227	-0.0138
Si	-0.0076	0.0662	0.0588
Si	-0.0178	-0.0455	-0.0421
Si	0.0092	-0.0199	0.0057
Si	0.0119	-0.0036	0.0008
Si	-0.0207	-0.0307	-0.0064
Si	0.0141	0.0279	0.0128
Si	0.0092	-0.006	0.0047
Si	0.0327	0.0058	0.0109
Si	-0.0357	-0.0412	-0.007
Si	-0.0273	0.0287	-0.033
Si	-0.0038	0.0091	-0.0221
Si	0.0003	0.0052	0.0056
Si	0.0129	0.0257	-0.0155
Si	0.0101	-0.009	0.005
Si	-0.0105	-0.0213	0.0224
Si	-0.0095	-0.0017	0.0078
Si	-0.0147	-0.0053	-0.0019
Si	0.0359	0.0114	0.023
Si	-0.0118	-0.0078	-0.0041
Si	-0.0091	-0.0087	0.0155
Si	-0.0126	0.004	-0.0048
Si	-0.0047	-0.0113	-0.0152
Si	0.0081	-0.0048	0.0149
Si	0.0065	-0.0209	0.0124
Si	0.0005	0.0175	-0.0039
Si	0.0193	-0.0206	0.007
Si	0.0201	-0.0026	0
Si	-0.0018	0.0084	0.0042
Si	-0.0047	0.027	-0.0056
Si	-0.0219	0.0039	-0.0117
Si	0.0035	0.017	0.004
Si	0.0041	0.0048	-0.0071
Si	0.0147	0.0048	0.0027
Si	0.0052	-0.0114	0.0001
Si	-0.006	0.002	0.0066
Si	0.0024	-0.0093	0.0131
Si	-0.002	-0.004	0.0013
Si	-0.002	-0.0076	0.0021
Si	0.0066	-0.0086	-0.0014
Si	0.0068	-0.0024	-0.0034
Si	-0.01	-0.0175	-0.0003
Si	-0.0025	0.0112	0.0024
Si	-0.0019	0.0165	-0.0027
Si	-0.0105	-0.0039	-0.0146
Si	-0.006	0.0149	0.0002
Si	0.0246	0.02	0.0094
Si	-0.0037	-0.0009	0.0103
Si	0.0089	-0.0121	-0.0022
Si	-0.0048	0.0014	-0.0129
Si	0.0037	0.0061	0.0011
Si	-0.0139	-0.0067	0.0093
Si	0.0112	0.0048	-0.0069
Si	0.0145	-0.0181	-0.0095
Si	-0.0158	-0.012	-0.0051
Si	0.01	-0.0114	0.0059
Si	-0.007	0.0041	0.0048
Si	-0.0146	0.0091	-0.0126
Si	-0.0007	-0.0181	0.005
Si	0.0142	-0.0205	-0.0245
Si	0.0033	0.0158	-0.0136
Si	0.0009	0.0197	0.0076
Si	-0.0129	0.012	-0.0255
Si	-0.0194	0.0037	-0.0085
Si	-0.0108	0.0401	0.004
Si	0.0051	-0.0233	0.0112
Si	0.0335	0.0101	-0.0056
Si	0.0248	-0.026	0.0119
Si	0.0383	0.0042	0.0356
Si	0.0099	-0.0073	0.0047
Si	0.002	0.0008	-0.0134
Si	-0.0415	-0.0727	-0.0457
Si	-0.0283	-0.0013	0.0325
Si	0.0309	0.039	0.0357
Si	0.0329	0.0087	-0.0004
Si	-0.0232	-0.0163	-0.0706
Si	0.0173	0.0361	0.0084
Si	-0.0092	0.0287	-0.0808
Si	0.0149	-0.0219	-0.064
Si	-0.029	0.0021	0.0298
Si	0.0096	-0.0154	-0.0656
Si	-0.0137	0.0217	-0.1623
Si	-0.0038	0.0061	-0.108
Si	0.0331	0.0169	0.0997
Si	0.0249	0	0.0173
Si	-0.0078	-0.0344	0.0228
Si	-0.0181	-0.0046	-0.0509
Si	-0.0209	0.0052	-0.0252
Si	-0.0067	-0.049	0.135
Si	-0.0076	-0.0135	-0.0248
Si	-0.0661	-0.0052	-0.0853
Si	0.0005	-0.015	-0.0795
Si	-0.0187	-0.0011	-0.0604
Si	0.014	-0.0187	-0.0614
Si	-0.0035	-0.0033	0.1451
Si	-0.0095	0.025	0.0176
Si	0.0053	-0.0065	0.0961
Si	0.0002	-0.0053	0.1116
Si	0.0337	-0.014	-0.1351
Si	-0.0287	-0.0234	0.052
Si	-0.0036	0.0234	-0.137
Si	0.0069	-0.0131	0.1063
Si	-0.0013	0.0036	0.0405
Si	-0.0077	-0.0052	-0.0291
Si	-0.0001	0.0226	0.0256
Si	-0.0096	-0.0149	-0.1091
Si	-0.027	0.0086	0.0901
O	0.0163	0.0142	0.0244
O	0.0062	0.0004	0.0141
O	0.0128	-0.0226	0.0688
O	0.0099	0.003	-0.0024
O	-0.0063	-0.0111	0.0052
O	-0.0295	0.0101	-0.0595
O	0.0022	-0.0194	0.0204
O	-0.0192	0.0139	0.0289
O	0.0173	-0.0007	-0.2067
O	0.0128	-0.0031	0.0062
O	0.0125	0.0066	-0.0411
O	0.008	-0.0324	-0.0596
O	0.0146	-0.001	0.0336
O	-0.0122	0.0239	0.0291
O	-0.0096	0.0172	-0.0515
O	-0.0592	0.0542	0.0928
O	0.0025	-0.0216	0.0399
O	0.0278	-0.026	-0.0368
O	-0.017	0.002	0.0031
O	0.0073	0.0361	-0.0767
O	-0.0078	-0.0319	-0.0342
O	-0.0431	0.0433	-0.1254
O	-0.0168	-0.0009	0.087
O	-0.0048	-0.0102	-0.0699
O	-0.0014	-0.0091	-0.0318
O	-0.0179	0.0012	-0.0241
O	-0.0302	0.0391	0.081
O	0.0188	0.0202	0.0257
O	0.0037	-0.0006	0.0159
O	0.0104	0.0004	-0.1107
O	0.0541	0.0005	0.0148
O	0.0072	0.01	0.0419
O	-0.0189	-0.0078	-0.0266
O	-0.011	-0.0077	0.0023
O	-0.0044	0.0016	0.0343
O	-0.0081	-0.0299	-0.1689
O	0.0047	-0.0028	0.0053
O	0.0011	-0.0027	0.1087
O	-0.0226	0.0081	0.0242
O	0.0302	0.0056	0.077
O	0.0065	0.0218	-0.0235
O	-0.0455	-0.024	-0.028
O	-0.0211	0.0166	-0.0277
O	0.0177	-0.0129	-0.0311
O	0.0214	-0.0073	0.0496
O	0.0076	0.0443	-0.0413
O	-0.038	-0.0164	-0.1226
O	0.0097	0.0119	0.0113
O	0.0083	0.0052	-0.0009
O	0.0351	-0.01	0.0583
O	0.0181	-0.0187	0.0657
O	-0.0156	0.0269	0.0849
O	0.0539	-0.0275	0.0593
O	0.0268	-0.0251	0.0248
O	0.009	-0.0073	-0.1293
O	-0.0002	0.0003	-0.0328
O	-0.0033	0.0309	-0.0229
O	-0.004	-0.0105	-0.0054
O	0.0108	0.0193	0.008
O	-0.002	-0.0036	-0.0009
O	-0.014	-0.0298	-0.1416
O	0.002	-0.0076	-0.0348
O	0.0151	-0.0092	-0.0295
O	-0.0052	0.0186	-0.0362
